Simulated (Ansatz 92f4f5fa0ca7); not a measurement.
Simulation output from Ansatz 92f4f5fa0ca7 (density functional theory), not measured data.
Periodic cell of 157 atoms, Si96O55N6, from a study of silicon, its oxide and their interface. The atomic structure is a simulated model.

Settings: functional r2SCAN; potential files Ansatz norm-conserving; basis plane waves; wave-function cutoff 1300 eV; density cutoff ratio 4; exchange-correlation grid ratio 1; k mesh 2 x 2 x 1, shifted by 0.5 0.5 0.5 of a step; self-consistency stop 5e-08 eV per atom in the density residual; occupations Fermi-Dirac, 0.05 eV; spin none; net charge 0.

Cell vectors (angstrom)
a, 10.88, 0, 0
b, 0, 10.88, 0
c, 0, 0, 22.6111

Atoms and the computed forces on them: element, x, y, z (angstrom), force x, y, z (eV/angstrom)
Si, 0.4954, 1.4466, 0.9455, -2.2811, -2.1815, -2.9137
Si, 3.3356, 1.7792, -1.4499, 2.0964, -2.7017, 0.5174
Si, -0.2044, 5.8675, -0.9191, -0.2972, 1.3103, -1.8451
Si, 3.1175, 7.8861, -0.2645, 3.5485, 0.1693, 0.1946
Si, 6.6946, -0.7249, -0.0044, 1.4705, 0.4992, -0.4803
Si, 9.8319, 3.5613, -0.6616, -0.9006, -1.1822, 0.052
Si, 4.8662, 5.4141, -0.2399, -0.723, 0.7979, 2.0994
Si, 8.5278, 7.8733, 0.3503, 0.3722, -0.0658, -1.3005
Si, 2.785, 1.6446, 0.9201, 0.6578, 1.0671, -1.2345
Si, 4.0156, 3.8665, 1.5585, -0.4418, -0.4389, -2.0567
Si, 1.3493, 6.6652, 1.6993, -2.2062, 0.8569, -2.7535
Si, 4.8785, 9.2198, 1.0686, -1.6973, -0.41, -0.4517
Si, 6.9926, 1.7024, 1.6772, 1.5105, -0.2672, -2.0552
Si, 8.7324, 3.4294, 1.587, 1.6552, -1.2919, -1.3927
Si, 6.7989, 6.2988, 1.2414, -0.0216, 1.0641, 0.2096
Si, 9.7091, 9.5867, 1.7337, -1.2171, -0.4117, -0.7239
Si, -0.1972, 2.4829, 2.7482, -1.85, 1.2826, 1.2992
Si, 3.5747, -0.1214, 2.2472, -0.9879, 0.0151, 0.8437
Si, 0.1678, 8.1881, 2.9782, -0.4569, -0.8579, -0.5918
Si, 2.7552, 5.2819, 2.7062, -0.1076, 0.3208, 2.2783
Si, 5.5283, 2.8455, 2.8522, -0.9414, -0.4003, 1.9871
Si, 7.9228, -0.0297, 2.7872, 1.5857, -1.1022, 1.1346
Si, 5.6311, 7.8724, 2.7715, 0.5208, 0.0183, 0.0381
Si, 8.2608, 5.2233, 2.7957, -1.6714, 0.6382, 0.5807
Si, 1.079, 4.0765, 3.9228, 1.523, -1.1622, -0.0768
Si, 4.2434, 1.194, 4.1314, -0.0178, 0.696, -1.7384
Si, 1.6797, 9.5514, 3.7794, 1.1514, 1.0445, 1.6384
Si, 4.0045, 6.8726, 4.1929, 0.8574, -1.3875, -2.1023
Si, 6.6738, 4.161, 4.3998, 2.035, -1.1423, -0.9925
Si, 9.3437, 1.2301, 4.2359, 0.9575, -0.7317, -0.3087
Si, 6.9137, 9.3971, 4.2509, -2.085, 0.2631, -0.9943
Si, 9.586, 6.785, 3.9948, -0.5548, -0.7676, 0.6877
Si, 0.0099, -0.2769, 5.3004, 0.7548, 0.8737, 0.2138
Si, 2.5517, 2.3987, 5.1496, 0.7766, 2.4394, 0.1064
Si, -0.0322, 5.4042, 5.4376, -0.1975, -0.2963, -1.1306
Si, 2.8329, 8.1965, 5.4909, -2.0229, 1.1086, -0.1152
Si, 5.4019, -0.0992, 5.5684, 1.5316, -0.3621, 0.1098
Si, 8.1422, 2.5006, 5.7407, -0.3843, 2.1754, -1.7798
Si, 5.3161, 5.5435, 5.514, -0.7467, -0.9539, 0.8997
Si, 8.1563, 7.9501, 5.3811, 0.6689, 0.1003, 1.3119
Si, 1.6172, 1.0995, 6.6883, -0.8004, -2.0257, 0.0675
Si, 3.8942, 3.9587, 6.7419, -0.7387, 0.2402, 0.085
Si, 1.2973, 6.7527, 6.6588, 1.3575, 0.2638, 1.4218
Si, 4.1369, 9.4407, 6.9131, -1.4176, 1.339, -0.2547
Si, 6.6779, 1.3452, 6.9494, -0.0513, -1.6334, 1.0705
Si, 9.7832, 3.8508, 6.6995, -0.7118, -0.5154, 0.2314
Si, 6.8713, 6.6251, 6.8149, -1.3204, 1.0875, -0.0717
Si, 9.4817, 9.3716, 6.7592, -0.3385, 0.6952, -1.1449
Si, 0.125, 2.228, 7.8425, -0.5771, 2.8622, 1.2032
Si, 2.7814, -0.0763, 8.4433, -0.2845, -0.7903, -1.5412
Si, -0.0427, 8.1093, 7.9488, -0.2933, -0.7949, 2.1569
Si, 2.4589, 5.3475, 8.4322, 0.112, -0.7636, -1.7335
Si, 5.2293, 2.6938, 8.2125, 0.3041, 0.8363, 0.076
Si, 8.214, -0.1238, 8.2092, 1.2696, 2.2044, -1.3822
Si, 5.1854, 7.9869, 8.1224, 4.2097, 0.1937, -0.7916
Si, 8.2719, 5.162, 7.8232, -0.0741, -0.926, 2.2821
Si, 0.6845, 4.089, 9.557, 0.356, -1.3493, -0.4789
Si, 3.9388, 1.4184, 9.6767, -0.0951, 1.463, 2.0533
Si, 1.3209, 9.3585, 9.5021, -1.2986, -0.2788, 0.6615
Si, 3.9483, 6.8341, 9.4403, 0.8514, -2.8224, 3.0987
Si, 6.9134, 3.9419, 9.3913, -0.5394, 1.6095, -1.1831
Si, 9.7439, 1.368, 9.4998, -1.7967, -1.0549, -1.3803
Si, 6.8752, 9.359, 9.1111, -2.8266, -1.0873, 2.6271
Si, 9.0414, 6.6817, 9.6559, 0.0347, 0.9453, -2.4311
Si, 0.1221, 0.1445, 10.8311, 0.7411, -0.2058, 1.6185
Si, 1.5875, 2.263, 10.8433, -0.7647, -0.2363, 1.7949
Si, 0.1127, 6.5045, 12.1014, -1.8213, -0.9708, -1.3606
Si, 2.5486, 7.8632, 10.86, -0.5837, 0.1086, 0.3495
Si, 5.5614, 0.4791, 10.8516, 3.6206, -1.2198, -1.0322
Si, 8.0924, 2.5021, 10.6111, 0.3313, 0.036, 1.6589
Si, 6.8221, 6.0855, 10.6992, 0.1914, -2.2568, 1.234
Si, 7.0718, 8.529, 11.2859, -1.0722, 0.4166, -1.7427
Si, 3.2261, 3.645, 16.1458, -0.3123, -2.9305, -0.4509
Si, 8.9842, 8.5853, 13.5339, 0.7892, -2.4322, 4.1734
Si, 7.6744, 4.4028, 13.1177, 0.7674, 0.1302, -2.6642
Si, 5.0713, 8.98, 12.4661, -2.4682, -0.8072, 0.4399
Si, 6.7844, -1.9415, 17.5661, 0.6639, 0.9752, -0.1801
Si, 10.5787, 3.8928, 11.9754, -2.3169, 2.1, -0.751
Si, 11.8351, 5.4028, 16.8281, -1.0531, -1.5489, 1.3332
Si, 11.8652, 13.3359, 14.0511, -0.3439, -0.0334, 4.3875
Si, -0.8339, 0.306, 13.9298, -1.709, 1.7676, -0.3609
Si, 3.7127, -3.5478, 14.9036, -1.5262, 1.023, -1.6852
Si, 9.1143, 2.876, 15.1046, 1.93, 1.4675, 1.0504
Si, 0.6862, -3.3891, 14.7115, -4.7651, -1.4825, 3.1141
Si, 5.2369, 5.0731, 14.4846, -1.5541, -0.524, 1.7845
Si, 12.6754, 6.1578, 19.2007, -0.3978, 0.603, 3.9454
Si, 7.7333, 10.9352, 19.8503, 0.5467, 1.0756, -1.51
Si, 14.1078, 3.6041, 18.9913, -0.3353, 1.4682, -2.966
Si, 6.3725, 7.8502, 14.9863, -0.7309, 0.0808, -0.483
Si, 3.9178, -2.9069, 18.0645, 0.7293, 2.2002, -1.685
Si, 2.5555, 9.8699, 19.9337, 0.444, -1.191, -0.6581
Si, 5.3305, 3.9269, 20.694, 0.1877, 0.7902, -1.6885
Si, 9.9392, 2.9953, 17.956, 3.0509, -1.1626, -2.566
Si, 10.559, -0.0044, 18.7828, 0.4224, -0.4254, 2.8977
Si, 9.5676, 9.2279, 16.4084, -0.1751, -2.2723, -4.2694
Si, 19.145, 3.2031, 20.1747, -1.7015, 0.0039, 3.2432
O, 5.5655, -2.8914, 18.2283, 0.9537, 0.8802, 0.6956
O, 0.5815, 5.909, 15.396, -0.2421, 2.1833, -1.7788
O, -0.1711, 1.6075, 18.6098, -0.6419, 1.5234, -0.6608
O, 8.3284, 4.1839, 14.5261, 0.6641, 0.2695, 2.4959
O, 4.9289, 2.3557, 20.9222, -1.209, 0.2238, 0.4878
O, 2.5999, 2.6199, 20.0229, -0.4378, -3.1001, 2.5349
O, 0.4013, 5.8645, 0.525, 2.0434, 0.2452, 3.8336
O, 6.8882, 4.1066, 20.4244, 1.6599, -0.2475, -0.3119
O, 10.3583, -0.0987, 0.8534, 2.3927, 2.0252, -0.0498
O, 7.0076, -0.7733, 21.0009, -0.7555, -0.2189, -0.3512
O, 6.7477, 0.9726, 22.7926, -0.2598, -0.537, 0.9312
O, 14.2805, 0.12, 20.7344, -0.9682, 2.1646, -0.1687
O, 1.9081, 7.9543, 23.3686, -0.3807, -0.708, 0.2172
O, 9.0148, 3.8328, 18.9208, -0.1961, 0.149, -0.1675
O, 9.5551, 7.1195, -0.9551, -1.4005, 0.0701, 1.7389
O, 10.7391, 12.9537, -0.5347, 0.3649, 1.5392, 1.3826
O, 3.1896, 2.1563, 11.1786, 0.6435, -0.7367, -2.6682
O, -0.7527, -0.0579, 12.3099, 1.4348, 0.7211, -0.4486
O, 3.8213, 5.91, 14.0635, 0.9708, -1.259, 0.6974
O, 3.6738, -3.4959, 16.51, 0.0671, 1.2655, 1.656
O, -0.9342, 7.0918, 10.8953, 1.6905, -1.3368, 1.2825
O, 1.6968, 6.673, 11.7083, -0.3471, 0.9117, -0.403
O, 3.4963, 8.7765, 11.7762, 1.8252, 0.4865, 1.2138
O, 6.147, 4.1678, 13.4694, -2.8018, 0.5242, 0.5299
N, 4.9198, -2.6221, 14.0559, 1.222, 1.0339, -1.4245
O, 5.2731, -0.245, 12.2593, -0.3005, -0.5063, 0.8123
O, 7.0888, 1.1918, 10.7831, -1.4799, 0.223, 1.19
N, 8.6251, 3.3322, 12.1154, 2.039, 0.4496, -1.8679
O, 11.0811, 4.0012, 17.3246, -0.7833, 0.515, 0.2949
O, 5.1901, 6.2158, 10.7705, -1.6883, 1.1127, -1.7975
N, 8.2577, 8.9855, 12.2117, 0.0048, 1.0738, -1.465
O, 7.4445, 5.7982, 12.2766, 0.3919, 0.2583, -0.9504
N, 0.8731, 2.7623, 12.4349, 0.3613, 0.3834, -1.3901
O, 2.1866, 2.8596, 15.0609, 2.1297, 0.7123, 0.4358
O, 5.8493, 6.3528, 15.4676, 0.3907, -2.0074, -1.0752
O, 0.8387, 6.5678, 18.0184, -0.7767, -0.7777, -2.2368
O, 7.8635, 7.5579, 14.4607, 0.6702, 1.8055, -0.7415
O, 8.8397, 12.5148, 14.2013, 1.573, -3.888, -0.9645
O, 13.392, 4.958, 16.7459, 0.872, 0.238, -0.7964
N, 9.3832, -1.0103, 14.7387, -1.0676, -0.9093, -0.7592
N, 10.4308, 7.4504, 13.3616, 1.0147, 1.5356, 1.8973
O, 15.5797, 3.784, 15.4162, -1.0861, 1.5826, 0.5691
O, 8.3576, -2.4845, 17.0913, -2.1001, 0.1549, 1.0371
O, 19.8731, 2.4849, 16.7217, 0.0852, 0.6806, -1.1569
O, 11.5329, 11.7407, 14.3734, -0.7997, 0.2465, -0.367
O, 0.9282, -0.8757, 19.6099, 0.2668, 1.8039, -0.9057
O, -0.2061, 3.3497, 14.7932, -0.4379, -0.8953, -1.03
O, -0.0473, -2.5065, 15.9301, 1.5638, -2.0444, -0.3661
O, 9.3333, -0.2428, 19.8285, -0.5212, -0.114, 0.0349
O, 4.5626, 4.541, 19.265, -0.166, -2.3809, 1.8348
O, 2.9709, 8.5713, 20.9293, -1.4345, 1.2674, -0.4193
O, 14.2653, 2.7336, 17.5865, -0.1409, 1.8684, -0.9218
O, 6.0972, -1.8376, 16.0798, 1.4419, 0.0292, 0.4621
O, 2.1553, -2.9622, 14.5682, 3.2581, 0.0789, -0.8539
O, 3.2903, -1.3456, 18.4888, 0.6868, -2.0279, -0.3087
O, 14.0425, -3.8415, 19.0744, -0.8403, -2.142, 0.3564
O, 10.0586, -0.649, 17.4273, 1.792, 2.8647, 1.8379
O, 7.1328, 10.4066, 18.3303, -0.434, -1.1228, 1.1443
O, 7.6298, 12.5886, 20.1783, 0.2923, -2.0197, -1.6786
O, 12.8111, 4.5656, 19.2527, 0.7879, 1.3725, -0.8556
O, 11.8964, 6.4226, 20.6893, 0.1549, -0.3755, -1.0428

Results
free energy: -38552.455 eV
free energy less fixed offsets of N -289.75, O -463.61, Si -117.95 eV per atom: 7.795 eV
pressure: -1.38 GPa
stress xx, yy, zz, yz, xz, xy (GPa, positive in tension): 1.5, 2.52, 0.12, 0.88, -1.16, 0.93

The program warned: the forces do not sum to zero within the program's tolerance.
